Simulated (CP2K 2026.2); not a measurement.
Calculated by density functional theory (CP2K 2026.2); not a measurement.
Periodic cell of 537 atoms, Si368O169, from a study of silicon, its oxide and their interface. The atomic structure is a simulated model.
Doubt: the forces sum to 2.35 eV/angstrom along one axis rather than to zero, so they err by at least 0.0044 eV/angstrom per atom on average; the grid cutoff is modest.

Settings
functional: PBE
method: Gaussian and plane waves
basis set: DZVP-MOLOPT-SR-GTH
pseudopotentials: GTH-PBE
grid cutoff: 350 Ry, relative cutoff 50 Ry
k points: Gamma only
occupations: fixed
spin: none
net charge: 0

Cell vectors (angstrom)
a 15.3871 0 0
b 0 15.3871 0
c 1.9622 -1.9628 40.4556

Atoms and the computed forces on them: element, x, y, z (angstrom), force x, y, z (eV/angstrom)
Si 13.773 12.999 31.327 -0.05 -0.033 0.269
Si 13.575 2.322 32.141 -0.206 -0.098 0.665
Si 13.083 5.319 32.355 0.315 0.15 0.626
Si 13.819 9.97 31.375 0.011 -0.014 0.154
Si 16.835 13.012 31.665 -0.04 0.006 0.152
Si 2.397 5.816 29.119 0.026 -0.087 0.21
Si 2.123 5.056 32.02 -0.201 0.253 0.702
Si 16.84 10.019 31.483 -0.083 0.114 0.174
Si 6.952 13.246 31.715 -0.089 -0.104 0.102
Si 6.034 1.895 32.617 -0.266 0.041 0.685
Si 5.289 4.781 31.742 0.057 0.006 0.199
Si 7.711 10.187 31.979 -0.131 -0.024 0.25
Si 9.763 -0.864 31.991 0.254 -0.097 0.774
Si 9.246 2.066 32.611 0.301 0.074 0.526
Si 9.886 5.067 32.437 -0.383 0.066 0.574
Si 8.159 8.99 29.059 0.083 0.049 0.195
Si 2.328 13.428 34.52 -0.139 0.031 0.786
Si 2.656 1.83 34.581 0.248 0.238 0.555
Si 16.651 5.694 34.196 -0.056 -0.018 -0.038
Si 2.387 9.566 34.347 -0.082 -0.061 0.791
Si 5.412 13.466 34.484 0.15 0.03 0.799
Si 5.74 -0.003 35.802 0.048 -0.059 -0.009
Si 6.557 5.691 34.41 0.164 -0.009 0.562
Si 5.55 9.594 34.204 0.256 -0.029 0.813
Si 10.363 13.697 34.222 0.044 -0.003 -0.012
Si 10.352 2.041 34.621 0.034 0.068 0.078
Si 8.972 5.689 34.487 -0.012 0.06 0.011
Si 9.894 9.764 34.292 -0.21 -0.093 0.847
Si 12.804 13.559 34.305 -0.26 -0.032 0.663
Si 12.785 2.021 34.374 -0.031 0.021 -0.019
Si 14.178 5.758 34.368 0.053 -0.001 -0.046
Si 13.039 9.61 34.313 0.2 0.019 0.863
Si 2.043 -0.037 35.839 -0.031 -0.028 -0.014
Si 1.93 3.851 35.605 0.006 0.004 0.02
Si 1.947 7.587 35.54 0.028 0.027 -0.022
Si 2.029 11.461 35.728 0.013 -0.008 -0.037
Si 5.081 1.932 34.68 -0.08 0.078 0.04
Si 5.809 3.874 35.757 0.019 -0.016 0.03
Si 5.87 7.656 35.554 -0.017 0.018 -0.001
Si 5.791 11.485 35.659 0 -0.022 -0.029
Si 9.808 0.053 35.725 -0.074 0.006 -0.01
Si 9.664 3.906 35.852 -0.016 0.013 0.045
Si 9.585 7.73 35.552 0.027 0.021 -0.006
Si 9.723 11.739 35.552 -0.033 -0.022 -0.039
Si 13.408 0.068 35.599 0.034 -0.037 -0.055
Si 13.508 3.882 35.674 -0.021 0.012 0.015
Si 13.527 7.683 35.602 -0.041 0.042 -0.024
Si 13.417 11.604 35.553 0.005 0.002 -0.063
Si 15.376 0.022 36.965 0.011 -0.007 0.011
Si 15.429 3.766 37.03 0.01 -0.003 -0.046
Si 15.444 7.745 36.975 0.003 -0.005 0.001
Si 15.386 11.546 36.923 0.004 -0.012 0.03
Si 3.901 -0.059 37.252 0.034 0.006 0.008
Si 3.842 3.959 37.048 -0.017 -0.02 -0.042
Si 3.9 7.59 36.921 0.008 0.023 -0.015
Si 3.921 11.475 37.108 0.006 0.008 0.06
Si 7.78 0.022 36.984 -0.017 0.02 0.011
Si 7.716 3.771 37.138 0.011 -0.001 0.014
Si 7.732 7.756 37.007 -0.004 -0.006 -0.017
Si 7.773 11.606 36.928 -0.009 -0.035 -0.01
Si 11.639 0.04 37.16 0 0.017 -0.034
Si 11.627 4.002 37.112 0.027 -0.001 -0.003
Si 11.552 7.657 36.928 0.003 0.043 0.012
Si 11.574 11.604 37.025 0.003 0.015 0.017
Si 15.407 13.463 38.319 0.01 -0.01 -0.004
Si 15.419 1.889 38.414 0.003 -0.013 0.031
Si 15.426 5.777 38.323 -0.017 -0.01 -0.079
Si 15.418 9.649 38.346 0.014 0.035 0.005
Si 3.905 13.382 38.508 0.011 -0.029 0.013
Si 3.877 1.981 38.413 0.013 -0.045 -0.029
Si 3.876 5.807 38.443 -0.005 0.006 0.043
Si 3.894 9.515 38.356 -0.008 0.012 -0.014
Si 7.745 13.485 38.351 0.007 -0.013 -0.004
Si 7.741 1.87 38.46 -0.004 -0.007 0.016
Si 7.727 5.797 38.371 0.023 0.005 -0.059
Si 7.761 9.681 38.34 -0.009 0.02 0.011
Si 11.613 13.479 38.448 -0.009 -0.044 0.012
Si 11.608 2.014 38.424 0.012 -0.028 -0.027
Si 11.589 5.87 38.462 -0.02 0.027 0.022
Si 11.571 9.613 38.301 -0.002 0.006 -0.016
Si 17.311 13.444 39.751 -0.001 0.012 0.004
Si 1.959 1.927 39.769 -0.007 0.011 0.003
Si 17.314 5.796 39.747 0.024 -0.002 0.022
Si 1.96 9.611 39.715 0.008 0.003 0.017
Si 5.856 13.453 39.784 -0.012 0.008 0.006
Si 5.797 1.928 39.779 0.015 0.001 0.016
Si 5.823 5.794 39.761 -0.006 -0.034 0.004
Si 5.829 9.613 39.714 -0.011 -0.002 -0.012
Si 9.658 -1.91 39.746 -0.007 0.003 0.008
Si 9.681 1.941 39.779 -0.015 0.012 0.014
Si 9.636 5.807 39.761 0.016 -0.01 0.008
Si 9.672 9.632 39.712 0.016 -0.007 0.007
Si 13.541 -1.926 39.767 -0.012 0.011 0.005
Si 13.515 1.949 39.787 0.007 0.008 0.011
Si 13.543 5.815 39.755 -0.024 0.013 0.015
Si 13.491 9.622 39.701 -0.014 0.01 0.002
Si 15.435 1.945 11.47 -0.002 -0.006 0.004
Si 15.405 5.852 11.445 0.003 0.006 -0.023
Si 15.413 9.678 11.524 0.011 0.002 -0.013
Si 15.447 13.498 11.491 0.011 0.004 -0.027
Si 3.856 1.977 11.553 -0.025 -0.007 -0.004
Si 3.866 5.839 11.598 0.002 0.014 0.009
Si 3.847 9.674 11.577 -0.002 0.017 -0.016
Si 3.873 13.508 11.604 -0.025 -0.01 -0.005
Si 7.737 1.986 11.587 -0.002 -0.014 0.005
Si 7.68 5.838 11.626 0.029 0.009 0.019
Si 7.746 9.663 11.618 0.006 0.008 -0.002
Si 7.72 13.503 11.606 0.028 0.004 -0.006
Si 11.482 1.964 11.541 0 0.007 0.008
Si 11.495 5.821 11.502 -0.024 -0.005 -0.022
Si 11.479 9.671 11.557 -0.001 0.001 0.016
Si 11.509 13.51 11.533 -0.023 -0.004 -0.002
Si 13.48 1.943 12.743 -0.005 0.001 -0.048
Si 13.465 5.863 12.741 -0.014 -0.011 -0.032
Si 13.447 9.655 12.809 -0.004 0.018 -0.024
Si 13.497 13.485 12.761 0.015 -0.015 -0.024
Si 1.925 1.936 12.904 0 0.014 0.004
Si 1.88 5.848 12.864 -0.025 -0.012 -0.005
Si 1.92 9.703 12.945 0.001 -0.01 0.008
Si 1.926 13.493 12.946 0.004 0 0.017
Si 5.792 2.005 12.891 0.014 0.049 -0.017
Si 5.766 5.859 13.035 -0.012 -0.016 0.015
Si 5.79 9.67 12.912 -0.013 -0.029 -0.027
Si 5.804 13.499 12.977 0.004 0.009 0.013
Si 9.615 1.96 13.035 0.026 0.016 0.009
Si 9.63 5.817 12.96 0.008 -0.027 -0.016
Si 9.635 9.67 13.07 -0.023 -0.005 0.024
Si 9.638 13.516 12.994 0.025 0.004 -0.023
Si 13.493 0.014 14.061 0.004 0.016 0.018
Si 13.493 3.911 13.976 -0.01 0.018 0.008
Si 13.398 7.737 14.142 -0.03 -0.001 0.014
Si 13.489 11.583 14.11 0 0 0.022
Si 1.951 0.021 14.315 0.019 -0.011 -0.031
Si 1.843 3.908 14.179 0.012 0.006 -0.035
Si 1.84 7.752 14.251 -0.011 0.005 -0.025
Si 1.948 11.6 14.377 0.007 0.007 -0.01
Si 5.837 0.104 14.247 0.001 0.035 0.049
Si 5.732 3.865 14.334 -0.017 0.036 -0.034
Si 5.75 7.849 14.384 0.033 -0.029 -0.023
Si 5.803 11.533 14.32 -0.032 -0.041 0.035
Si 9.616 0.013 14.428 -0.028 -0.016 0.012
Si 9.6 3.928 14.376 -0.008 0.024 -0.035
Si 9.659 7.681 14.409 -0.03 0.011 0.01
Si 9.657 11.644 14.437 -0.02 -0.015 0.004
Si 15.319 0.05 15.531 0.046 0.026 0.068
Si 15.284 3.897 15.477 -0.006 0.003 0.093
Si 15.254 7.75 15.544 0.014 0.006 0.042
Si 15.304 11.545 15.596 0.031 -0.031 0.067
Si 3.95 0.012 15.609 -0.101 0.064 -0.029
Si 3.692 3.882 15.566 0.036 0.03 -0.008
Si 3.628 9.677 17.1 -0.037 0.099 -0.736
Si 3.92 11.594 15.737 -0.068 -0.052 0.004
Si 7.63 0.044 15.789 0.091 0.012 -0.041
Si 7.64 3.886 15.765 0.049 0.05 0.01
Si 7.714 7.647 15.762 -0.132 -0.379 -0.419
Si 7.67 11.698 15.767 0.128 0.022 -0.011
Si 11.697 0.002 15.567 -0.037 -0.012 0.022
Si 11.711 3.926 15.441 -0.051 -0.011 0.003
Si 11.654 7.711 15.747 -0.059 0.009 0.079
Si 11.712 11.616 15.639 -0.002 0.026 0.036
Si 14.656 1.985 16.708 -0.055 -0.048 -0.604
Si 14.83 5.808 16.784 -0.27 -0.063 -0.559
Si 14.654 9.612 16.868 -0.149 0.135 -0.64
Si 14.786 13.515 16.757 0.052 -0.009 -0.021
Si 3.558 1.935 16.872 0.107 -0.073 -0.74
Si 3.712 7.814 15.63 0.016 -0.037 0.013
Si 3.976 5.836 16.854 -0.142 -0.04 -0.742
Si 4.595 13.537 16.9 0.051 -0.048 0.064
Si 7.916 1.982 17.096 -0.394 -0.027 -0.674
Si 7.143 5.792 17.079 0.288 -0.042 -0.638
Si 8.126 10.24 17.514 -0.191 0.361 -0.595
Si 6.972 13.537 17.059 -0.024 -0.052 0.034
Si 12.314 1.994 16.608 -0.055 -0.012 -0.059
Si 10.357 7.534 20.387 -0.049 -0.016 -0.177
Si 12.255 9.713 16.929 -0.077 0.006 -0.037
Si 12.403 13.538 16.884 0.112 -0.07 -0.659
Si 8.592 1.955 22.043 -0.019 0.057 -0.207
Si 12.393 5.705 16.842 0.034 0.061 -0.058
Si 10.97 10.26 18.843 0.468 -0.059 -0.625
Si 11.869 13.041 19.996 -0.049 0.005 -0.257
Si 1.255 2.215 18.8 -0.069 -0.005 -0.066
Si 1.672 5.363 18.89 -0.155 0.008 -0.215
Si 1.093 10.233 19.084 0.017 0.001 -0.251
Si 15.929 13.332 18.769 -0.358 0.004 -0.651
Si 5.663 2.247 19.229 -0.02 -0.612 0.315
Si 6.452 4.165 21.316 -0.021 -0.146 -0.188
Si 5.894 9.367 19.288 0.045 0.085 -0.122
Si 7.58 13.766 19.374 -0.199 -0.254 -0.609
Si 10 -0.097 20.103 0.098 -0.012 -0.126
Si 11.621 5.07 18.948 0.237 0.012 -0.664
Si 7.11 12.559 22.047 0.049 -0.138 -0.299
Si 5.571 12.671 26.476 0 0.085 -0.032
Si 5.248 0.33 20.449 0.046 0.509 -0.383
Si 6.208 5.633 26.108 -0.07 -0.034 -0.051
Si 1.195 4.898 21.65 0.007 -0.026 -0.093
Si 1.47 1.983 21.82 -0.094 0.079 -0.197
Si 10.107 -0.461 25.578 -0.091 0.079 0.034
Si 10.353 3.774 23.622 0.043 -0.07 -0.021
Si 16.324 -0.496 27.191 0.022 0.069 0.019
Si 13.956 7.236 27.198 0.004 -0.019 0.096
Si 14.756 12.317 26.348 0.047 0.05 -0.123
Si 13.834 1.569 22.383 0.078 0.091 -0.163
Si 1.804 10.233 22.071 0.07 0.112 -0.241
Si 7.473 6.749 19.957 0.055 -0.046 -0.31
Si 11.724 6.317 22.808 0.023 -0.098 -0.099
Si 11.603 12.538 26.891 -0.04 0.104 0.12
Si 5.347 9.931 27.911 0.133 0.076 0.052
Si 2.024 5.514 24.435 -0.007 -0.098 -0.117
Si 11.189 7.349 25.713 -0.047 -0.053 -0.071
Si 14.368 14.176 21.255 -0.075 -0.064 -0.064
Si 2.501 -0.071 29.92 -0.008 0.046 0.221
Si 13.526 4.461 21.382 -0.074 -0.058 -0.014
Si 3.593 13.645 18.983 0.419 -0.052 -0.47
Si 3.052 14.043 25.068 -0.05 -0.055 -0.058
Si 2.462 8.543 24.457 -0.073 -0.008 -0.065
Si 7.323 10.884 24.552 -0.01 0.086 -0.115
Si 16.141 9.52 26.839 0.013 -0.112 -0.033
Si 16.642 2.021 31.81 -0.011 -0.003 0.209
Si 9.683 3.485 28.588 -0.013 -0.06 0.093
Si 16.011 12.707 23.513 0.111 0.116 -0.136
Si 2.798 8.821 29.121 -0.05 -0.118 0.033
Si 6.903 2.028 28.624 -0.035 0.085 0.064
Si 4.449 11.419 21.082 0.045 0.1 -0.291
Si 7.276 -0.225 26.583 0.063 -0.002 0.103
Si 10.855 2.18 18.339 0.475 0.053 -0.389
Si 9.714 10.039 26.521 -0.085 -0.072 0.1
Si 12.23 1.845 24.995 -0.054 -0.086 -0.165
Si 11.651 -1.299 29.583 -0.023 0.06 0.192
Si 4.017 0.948 23.232 -0.023 0.095 -0.259
Si 12.155 1.665 29.481 0.044 -0.009 0.145
Si 5.13 4.675 28.809 0.104 -0.077 0.163
Si 9.227 4.878 26.035 0.013 -0.016 -0.045
Si 15.726 4.838 26.923 0.042 0.038 0.003
Si 14.371 2.037 27.325 -0.065 -0.092 0.035
Si 9.757 6.463 29.778 0.076 0.051 0.239
Si 7.819 -0.264 23.73 0.109 -0.063 -0.081
Si 5.469 -0.024 30.431 -0.078 0.004 0.136
Si 5.406 8.55 25.125 0.11 -0.034 0.032
Si 12.769 7.432 30.03 -0.12 -0.07 0.155
Si 4.769 3.893 24.016 -0.02 -0.077 -0.132
Si 15.379 13.486 0.651 0.005 0.002 0.005
Si 15.388 1.955 0.658 0.024 -0.012 0.004
Si 15.374 5.827 0.657 0.007 0.008 -0.001
Si 15.367 9.674 0.656 -0.024 0.009 0.002
Si 3.865 13.482 0.657 -0.001 0.023 0.004
Si 3.844 1.963 0.675 -0.016 -0.009 0.004
Si 3.862 5.827 0.664 0.005 0.003 0.002
Si 3.869 9.677 0.658 0.016 0 -0.004
Si 7.704 13.509 0.637 0.008 0.003 0.007
Si 7.709 1.97 0.664 0.009 -0.002 0.005
Si 7.693 5.838 0.662 0.001 -0.003 0.008
Si 7.688 9.691 0.652 0.003 -0.006 0.004
Si 11.551 13.491 0.646 -0.001 0.002 0.013
Si 11.554 1.97 0.668 -0.014 -0.005 0.009
Si 11.559 5.848 0.666 -0.008 -0.003 0.004
Si 11.56 9.692 0.656 -0.003 -0.011 0.007
Si 1.928 13.509 2.007 -0.002 0.016 -0.003
Si 1.921 1.957 2.03 0.005 -0.015 0.007
Si 1.924 5.826 2.012 0 -0.003 -0.006
Si 1.926 9.673 2.002 -0.004 0.014 -0.013
Si 5.788 13.498 2.012 -0.004 -0.029 -0.003
Si 5.779 1.979 2.018 -0.002 0.011 -0.003
Si 5.778 5.826 2.028 0.003 0.008 0.008
Si 5.78 9.678 2.027 0.003 0 0.009
Si 9.624 13.515 2.007 -0.001 -0.011 -0.002
Si 9.628 1.965 2.028 -0.001 -0.012 0.003
Si 9.623 5.834 2.015 0 -0.006 0.005
Si 9.622 9.674 2.005 0.001 0.004 0.002
Si 13.465 13.492 2.023 0.003 -0.026 -0.001
Si 13.473 1.974 2.03 -0.004 0.007 -0.008
Si 13.47 5.83 2.038 -0.001 0.021 0.001
Si 13.465 9.683 2.037 0.003 0.022 0.004
Si 1.93 0.035 3.387 -0.001 0.003 0.01
Si 1.926 3.898 3.378 0 -0.006 -0.002
Si 1.929 7.75 3.375 0.008 -0.01 -0.001
Si 1.929 11.59 3.377 0 0.006 0.002
Si 5.779 0.045 3.366 -0.001 0.001 -0.007
Si 5.779 3.899 3.38 0.002 0.005 -0.004
Si 5.779 7.751 3.379 0.01 -0.002 -0.003
Si 5.783 11.593 3.387 0.002 -0.003 0.001
Si 9.623 0.043 3.384 -0.001 0.007 -0.005
Si 9.623 3.903 3.376 -0.004 -0.001 -0.005
Si 9.62 7.755 3.378 -0.005 -0.002 0
Si 9.62 11.593 3.373 0.002 0.002 0.003
Si 13.469 0.041 3.379 0.001 0.001 0.001
Si 13.47 3.898 3.391 0 -0.002 -0.002
Si 13.468 7.754 3.392 -0.01 0.005 0
Si 13.468 11.592 3.404 -0.002 -0.009 0.013
Si 15.392 0.043 4.747 0.002 -0.008 0.002
Si 15.394 3.899 4.75 -0.001 0.005 0
Si 15.396 7.75 4.747 -0.016 0.011 -0.002
Si 15.399 11.591 4.751 -0.011 0.006 0.003
Si 3.865 0.045 4.74 0.003 -0.003 0
Si 3.858 3.899 4.739 0.012 0.001 0
Si 3.857 7.748 4.738 0.023 0.009 -0.004
Si 3.859 11.593 4.738 0.017 0.002 -0.007
Si 7.693 0.048 4.739 -0.005 -0.008 -0.004
Si 7.698 3.9 4.741 -0.008 0.002 0.001
Si 7.697 7.749 4.742 -0.015 0 0
Si 7.701 11.592 4.744 -0.01 -0.009 -0.003
Si 11.545 0.047 4.744 -0.006 -0.009 -0.001
Si 11.542 3.898 4.745 0.001 0.001 0.001
Si 11.54 7.75 4.744 0.012 0 -0.001
Si 11.534 11.592 4.746 0.001 0 0.001
Si 15.393 13.512 6.115 0.006 0 0.012
Si 15.397 1.97 6.108 -0.004 -0.001 0.001
Si 15.39 5.825 6.11 0.009 -0.002 0.002
Si 15.397 9.67 6.113 0.014 0.003 0.011
Si 3.872 13.511 6.105 -0.005 -0.01 0.001
Si 3.87 1.973 6.1 -0.006 0.003 -0.003
Si 3.867 5.824 6.101 -0.009 -0.003 -0.001
Si 3.871 9.671 6.098 -0.017 0.004 -0.004
Si 7.692 13.514 6.104 0.003 -0.005 -0.004
Si 7.689 1.974 6.101 0.005 -0.002 -0.004
Si 7.69 5.824 6.102 0.012 0.003 -0.005
Si 7.69 9.67 6.104 0.016 0.004 0.001
Si 11.539 13.513 6.107 -0.002 -0.005 0.004
Si 11.537 1.973 6.106 0.004 -0.001 -0.001
Si 11.542 5.824 6.104 -0.011 0.006 0
Si 11.534 9.671 6.106 -0.01 0.004 0.004
Si 1.947 13.509 7.452 0.001 0.007 0
Si 1.95 1.974 7.456 0.014 -0.011 -0.001
Si 1.942 5.826 7.451 0.003 0.009 0.003
Si 1.952 9.672 7.452 0.021 0.001 -0.006
Si 5.786 13.51 7.49 0.006 -0.005 0.002
Si 5.781 1.975 7.488 -0.002 -0.001 -0.004
Si 5.781 5.826 7.488 0.012 0.006 0.001
Si 5.781 9.672 7.486 0 0 -0.011
Si 9.61 13.515 7.46 -0.004 0.004 -0.004
Si 9.605 1.974 7.464 -0.008 -0.006 0.003
Si 9.611 5.824 7.456 -0.001 -0.001 -0.001
Si 9.605 9.668 7.463 -0.007 -0.002 -0.003
Si 13.46 13.509 7.47 -0.015 -0.005 0.002
Si 13.464 1.968 7.463 -0.001 0 0.003
Si 13.461 5.825 7.474 -0.003 0.003 0.004
Si 13.459 9.675 7.461 -0.009 0 0.004
Si 1.966 0.043 8.805 -0.012 -0.004 -0.004
Si 1.955 3.906 8.809 -0.005 0.008 -0.007
Si 1.96 7.751 8.805 -0.01 0.009 -0.005
Si 1.957 11.589 8.814 -0.002 -0.008 -0.004
Si 5.79 0.048 8.858 -0.003 -0.004 0.006
Si 5.784 3.901 8.858 -0.001 0 0.008
Si 5.786 7.753 8.859 0.002 0.003 0.006
Si 5.791 11.588 8.865 0.001 -0.001 0.008
Si 9.6 0.046 8.82 0.003 -0.007 -0.005
Si 9.597 3.905 8.816 0.009 0.017 -0.004
Si 9.594 7.744 8.817 0.001 -0.004 0
Si 9.602 11.591 8.817 -0.003 -0.004 -0.004
Si 13.456 0.045 8.829 0.006 0.003 -0.001
Si 13.456 3.889 8.826 -0.002 -0.017 0.005
Si 13.449 7.76 8.828 0.006 0.015 0.009
Si 13.454 11.588 8.836 0.002 0.002 0.005
Si 15.424 0.028 10.131 -0.002 -0.001 -0.012
Si 15.413 3.892 10.143 -0.033 0.007 0
Si 15.416 7.78 10.131 -0.015 -0.011 -0.014
Si 15.414 11.58 10.149 -0.017 0.007 -0.007
Si 3.862 0.038 10.213 0.019 0.006 -0.001
Si 3.854 3.917 10.213 0.024 -0.014 0.007
Si 3.856 7.749 10.212 0.012 0.008 0.004
Si 3.859 11.597 10.215 -0.003 -0.014 -0.001
Si 7.713 0.047 10.232 -0.023 -0.007 0.002
Si 7.709 3.918 10.232 -0.011 -0.003 0.001
Si 7.709 7.748 10.235 -0.021 -0.006 -0.006
Si 7.721 11.583 10.234 -0.01 -0.005 -0.004
Si 11.509 0.046 10.178 0.024 -0.001 -0.009
Si 11.508 3.885 10.172 0.015 0.011 -0.017
Si 11.499 7.759 10.176 0.016 -0.02 -0.011
Si 11.505 11.586 10.183 0.021 0.008 -0.012
O 13.235 11.471 31.253 -0.625 0.037 0.114
O 13.387 13.632 32.766 0.124 0.125 0.017
O 15.064 1.68 31.972 -0.014 -0.234 -0.239
O 15.349 9.944 30.865 0.01 0.133 -0.78
O 13.874 9.527 32.928 0.548 -0.332 -0.01
O 3.865 13.468 33.943 0.048 0.239 -0.164
O 16.713 13.362 33.239 -0.37 -0.005 -0.159
O 2.099 1.489 33.075 0.222 -0.539 -0.25
O 3.737 4.913 32.187 0.009 0.235 0.348
O 16.814 9.575 33.035 -0.411 0.082 -0.042
O 3.952 9.587 33.818 -0.098 -0.207 -0.572
O 6.38 13.445 33.197 0.476 -0.093 0.111
O 7.65 1.78 32.723 0.062 -0.336 -0.096
O 6.158 5.627 32.808 0.063 0.254 -0.399
O 8.14 9.457 30.61 0.404 -0.137 -0.248
O 11.501 5.068 32.631 -0.057 0.136 0.046
O 11.463 9.601 33.839 0 -0.035 -0.365
O 8.103 8.718 16.964 0.012 -0.17 -0.02
O 15.114 2.053 18.297 -0.461 -0.182 0.427
O 15.67 5.863 18.213 -0.084 0.372 0.242
O 15.231 9.451 18.412 -0.073 -0.393 0.39
O 2.174 1.521 17.658 -0.255 -0.358 -0.07
O 7.115 2.089 18.516 0.394 -0.019 0.441
O 2.963 5.948 18.128 -0.093 0.459 0.207
O 2.352 9.984 18.084 -0.192 0.003 0.143
O 4.88 9.261 18.044 0.279 -0.149 -0.114
O 2.059 13.819 18.518 0.027 0.224 -0.135
O 9.476 1.924 17.527 0.189 -0.239 -0.135
O 7.83 5.992 18.557 0.34 -0.031 0.012
O 7.125 10.29 18.791 0.264 0.331 0.486
O 9.577 10.678 18.097 0.147 0.212 0.132
O 10.993 0.984 19.428 0.5 -0.106 0.264
O 12.84 4.852 19.984 0.55 -0.112 -0.164
O 13.22 13.082 20.889 0.302 -0.338 0.489
O 7.773 12.607 20.54 0.086 -0.57 0.221
O 15.108 4.491 21.164 0.143 -0.078 -0.343
O 12.536 1.695 31.061 -0.344 -0.333 0.035
O 13.712 3.918 31.813 0.167 0.117 -0.387
O 13.553 1.914 28.712 0.202 0.235 0.334
O 8.608 10.663 25.511 -0.067 -0.013 0.116
O 11.029 2.766 29.113 0.054 0.24 -0.075
O 5.696 4.342 25.268 -0.01 -0.446 0.359
O 11.004 13.621 25.853 0.084 -0.117 -0.135
O 2.382 9 30.669 0.225 -0.248 0.252
O 1.854 5.888 30.652 -0.478 0.327 -0.072
O 8.659 7.443 29.11 -0.172 -0.201 -0.442
O 2.039 11.53 31.409 0.504 0.124 -0.003
O 1.722 -0.448 28.585 0.074 -0.138 -0.264
O 5.607 5.303 30.241 0.217 0.328 -0.078
O 5.572 4.21 22.654 -0.291 0.09 0.207
O 10.685 13.837 30.854 0.049 -0.585 -0.131
O 9.883 0.769 31.833 0.352 0.009 -0.225
O 9.46 3.551 31.924 -0.017 0.039 -0.348
O 6.355 7.888 19.713 -0.443 -0.208 0.264
O 15.366 10.926 26.874 -0.057 -0.056 0.436
O 1.718 3.753 18.823 0.163 0.016 -0.098
O 1.179 5.65 23.061 -0.161 0.307 0.145
O 16.173 11.349 22.648 -0.493 -0.037 0.083
O 16.042 11.779 19.214 0.044 0.06 0.337
O 15.339 14.231 19.969 -0.026 0.722 0.159
O 3.926 -0.454 19.916 -0.247 0.3 0.007
O 1.807 8.935 23.03 -0.319 -0.339 -0.25
O 5.189 10.099 20.526 -0.046 -0.145 0.493
O 3.828 12.283 19.851 -0.086 -0.266 -0.022
O 10.767 3.677 18.982 -0.568 0.165 0.114
O 8.762 7.472 20.611 -0.025 0.208 0.478
O 8.906 -0.377 26.692 0.174 0.175 0.701
O 15.427 1.842 22.569 0.168 -0.085 0.568
O 10.697 5.073 22.741 -0.517 -0.173 -0.164
O 3.263 10.936 22.045 0.136 0.029 0.549
O 1.606 9.377 28.196 -0.092 0.379 0.173
O 2.088 13.19 24.056 0.392 -0.111 -0.284
O 6.872 -0.24 25.024 -0.688 -0.101 -0.071
O 9.467 6.207 31.357 -0.243 0.297 0.016
O 15.463 13.534 27.132 -0.112 0.009 0.407
O 6.669 9.231 28.51 -0.072 -0.362 -0.292
O 11.719 7.089 24.209 0.169 0.414 -0.045
O 5.075 0.632 22.035 0.386 0.141 0.288
O 12.044 13.623 18.488 -0.188 0.354 0.114
O 5.519 5.638 27.575 -0.025 0.594 -0.078
O 13.179 12.369 26.638 -0.031 0.166 -0.083
O 2.051 -0.498 26.021 -0.163 0.43 0.161
O 4.135 9.689 28.931 0.097 0.494 0.146
O 11.076 0.839 25.528 -0.154 -0.096 0.371
O 2.008 3.511 21.857 0.5 0.057 -0.08
O 13.149 2.926 21.787 -0.463 -0.061 -0.04
O 8.973 -0.828 19.077 0.053 -0.116 -0.695
O 11.543 0.225 29.064 -0.258 -0.02 -0.303
O 5.914 13.806 30.597 -0.015 -0.221 -0.482
O 2.203 7.028 24.946 0.133 -0.041 0.476
O 6.425 9.603 32.808 0.015 -0.168 -0.515
O 16.831 3.613 31.733 -0.194 -0.084 -0.236
O 8.349 2.66 28.998 -0.08 0.002 0.252
O 9.123 4.233 24.557 -0.474 -0.122 -0.28
O 11.307 13.062 28.396 -0.542 -0.159 0.177
O 4.093 13.132 25.943 -0.272 -0.392 0.312
O 1.787 9.491 25.585 0.09 0.437 0.006
O 1.851 1.289 30.507 -0.179 0.167 -0.403
O 6.895 1.209 27.225 -0.355 0.334 -0.411
O 1.401 9.727 20.583 0.105 -0.536 0.143
O 2.542 1.074 22.58 -0.14 -0.522 0.193
O 6.943 5.662 21.017 -0.203 0.092 0.349
O 13.077 1.216 23.765 -0.013 -0.269 0.138
O 12.884 8.97 30.527 -0.49 0.145 -0.344
O 6.589 0.895 29.727 0.312 -0.219 0.212
O 4.08 0.116 29.625 0.124 -0.026 -0.544
O 9.054 0.745 21.09 -0.221 0.124 -0.051
O 9.661 5.005 29.119 -0.082 0.004 -0.142
O 6.501 -0.623 20.072 0.186 -0.011 0.022
O 14.437 5.784 26.667 -0.214 -0.097 -0.476
O 7.7 1.243 23.168 -0.359 0.477 0.455
O 3.506 4.64 28.91 -0.138 -0.342 -0.145
O 7.33 14.01 22.698 0.02 0.356 -0.256
O 3.963 -0.306 24.234 0.503 -0.166 0.166
O 1.375 1.552 20.259 0.156 -0.383 0.027
O 15.334 0.771 27.065 -0.04 -0.138 -0.337
O 2.391 -1.285 30.972 0.346 -0.074 0.113
O 9.943 2.579 22.64 0.406 -0.209 0.032
O 5.345 0.598 31.925 -0.461 -0.398 0.312
O 9.132 9.774 28.02 0.257 0.087 0.028
O 5.51 12.314 21.898 -0.238 0.279 0.552
O 9.662 3.638 26.98 0.429 -0.278 -0.424
O 13.247 6.457 31.227 0.192 0.092 -0.123
O 5.56 3.628 20.071 -0.198 0.554 -0.135
O 7.711 3.138 21.398 0.171 0.191 0.038
O 15.274 3.366 27.372 0.078 0.029 0.487
O 9.357 -0.59 24.145 0.451 -0.063 -0.425
O 10.91 11.104 26.673 0.247 -0.183 -0.069
O 11.244 7.399 21.718 0.053 0.552 0.411
O 13.152 5.615 22.469 0.366 0.197 0.475
O 13.153 13.849 30.114 0.568 0.153 -0.581
O 5.687 3.218 31.746 0.017 -0.004 -0.379
O 15.351 13.07 31.07 0.02 0.124 -0.322
O 3.057 7.258 28.796 0.339 -0.036 -0.143
O 10.691 6.293 19.42 -0.333 0.122 -0.312
O 13.695 0.255 21.443 -0.383 -0.017 -0.403
O 15.254 13.786 22.554 0.291 0.194 0.331
O 1.8 5.796 20.447 0.249 0.513 0.305
O 8.987 10.021 32.963 0.001 0.15 -0.366
O 3.422 4.78 24.125 -0.068 0.16 -0.176
O 16.605 4.699 25.569 0.142 -0.44 -0.165
O 11.588 3.261 24.527 0.462 0.302 0.187
O 7.791 5.505 26.382 -0.063 0.065 0.24
O 10.733 8.955 19.748 -0.083 -0.077 0.115
O 7.358 11.701 31.537 -0.166 0.173 -0.57
O 4.423 2.307 24.021 -0.086 0.048 0.402
O 10.26 8.663 25.86 -0.362 -0.053 -0.051
O 13.272 2.164 26.163 -0.139 0.163 -0.096
O 13.791 7.214 28.806 0.446 0.121 0.252
O 5.004 9.159 26.552 -0.41 -0.234 0.011
O 5.779 3.202 28.586 -0.321 -0.033 -0.266
O 8.247 -1.212 31.6 -0.087 0.39 -0.191
O 5.475 11.52 27.62 -0.117 0.185 0.499
O 6.41 13.906 27.164 0.047 -0.098 0.319
O 12.498 7.572 26.613 -0.139 0.477 0.305
O 10.838 14.059 20.747 -0.108 -0.245 0.421
O 6.559 9.455 24.435 0.272 -0.316 -0.26
O 4.06 8.683 24.249 0.2 -0.031 -0.337
O 7.709 11.42 23.053 0.358 -0.172 -0.017
O 5.526 5.773 17.384 0.078 -0.176 0.12
O 15.048 8.333 26.742 0.081 0.097 -0.482
O 11.403 11.494 19.822 -0.127 0.078 0.283
O 16.573 5.526 28.109 -0.132 0.291 0.081
O 10.341 6.044 26.153 0.025 -0.012 0.112
O 11.239 7.106 29.607 0.11 0.248 -0.592
O 5.882 7.009 25.31 0.022 -0.088 -0.383
O 15.03 12.452 24.764 -0.208 0.127 0.035
O 6.382 12.029 25.22 -0.239 0.19 -0.413
O 4.61 2.356 18.024 0.162 0.435 0.122

Results
total energy: -113468.814 eV
total energy less fixed offsets of O -438.35, Si -107.03 eV per atom: -0.624 eV
